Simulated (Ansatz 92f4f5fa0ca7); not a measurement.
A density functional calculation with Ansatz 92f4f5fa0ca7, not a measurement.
Periodic cell of 444 atoms, Si256O116H72, with a vacuum gap, from a study of silicon, its oxide and their interface. The atomic structure is a simulated model.

Settings
functional: r2SCAN
potential files: Ansatz PAW
basis: plane waves
wave-function cutoff: 800 eV
density cutoff ratio: 5
exchange-correlation grid ratio: 1
k mesh: 1 x 1 x 1, Gamma-centred
self-consistency stop: 2e-11 eV per atom in the density residual
occupations: fixed
spin: none
net charge: 0
applied field: sawtooth along c, amplitude +0.015 V/angstrom in the program's sign convention, ramp centred at 0.9866 of c and 0.0267 of c wide, no dipole correction

Cell vectors (angstrom)
a 16.332 0 0
b 0 16.332 0
c 0 0 37.4068

Atoms and the computed forces on them: element, x, y, z (angstrom), force x, y, z (eV/angstrom)
Si -0.579 0.417 23.898 -0.012 0.009 0.016
Si 2.774 2.437 23.673 0 -0.001 0.036
Si -0.468 5.591 23.705 0.003 0.002 0.024
Si 2.235 8.265 23.624 -0.005 -0.005 0.026
Si 0.154 10.648 23.398 -0.002 -0.01 0.033
Si 2.806 13.715 23.525 -0.005 0.003 0.026
Si 5.127 0.352 23.804 -0.003 0.001 0.027
Si 7.632 2.811 23.624 -0.005 0 0.028
Si 5.336 4.937 23.471 0.001 0.004 0.034
Si 8.323 8.223 24.11 0.004 0.006 0.03
Si 6.388 10.478 23.381 0.003 -0.009 0.027
Si 8.832 12.931 23.834 0.01 -0.011 0.017
Si 11.145 -0.44 23.649 0.007 -0.009 0.034
Si 14.012 2.074 23.824 0.016 -0.011 0.018
Si 10.248 5.822 23.529 0 0.012 0.034
Si 13.734 7.873 23.806 0.008 0.003 0.022
Si 10.631 11.265 23.891 -0.012 0.018 0.02
Si 13.453 13.815 24.023 -0.001 0.006 0.031
Si 1.26 1.303 25.042 -0.007 -0.003 -0.006
Si 3.949 3.973 25.055 0.001 -0.002 -0.006
Si 1.139 6.748 25.01 -0.005 0.003 -0.002
Si 3.941 9.358 24.871 -0.001 0.002 0.009
Si 1.384 12.222 24.753 0.002 0.002 0.003
Si 4.14 14.926 24.996 0.003 0.008 -0.001
Si 6.646 1.417 25.204 -0.01 0 -0.001
Si 9.313 4.058 24.819 -0.006 0.005 0.005
Si 6.81 6.924 25.253 0.009 0.005 0.003
Si 9.71 9.614 25.276 -0.013 -0.009 -0.011
Si 7.027 12.044 25.044 0.004 -0.002 0.001
Si 9.539 14.851 24.994 0.01 0 0.005
Si 12.173 1.248 24.991 0.005 -0.006 0
Si 14.835 3.955 25.014 -0.001 -0.001 0.003
Si 12.081 6.678 24.938 -0.003 0 -0.001
Si 14.972 9.527 24.932 -0.005 -0.004 -0.001
Si 12.238 12.263 25.228 0.001 0.005 -0.006
Si 14.951 15.035 25.252 -0.003 0.003 -0.018
Si -0.015 2.748 26.409 0.019 -0.007 0.006
Si 2.697 -0.069 26.363 -0.013 0.012 -0.002
Si -0.08 8.18 26.396 -0.003 0.002 0.007
Si 2.632 5.453 26.324 0.011 -0.009 0.01
Si 0.08 13.548 26.31 -0.021 0.017 0.015
Si 2.715 10.883 26.222 -0.001 -0.006 0.014
Si 5.327 2.757 26.545 0.004 0 -0.009
Si 8.129 -0.054 26.312 -0.002 -0.002 0.012
Si 5.315 8.208 26.452 0.017 -0.019 -0.007
Si 8.089 5.353 26.419 -0.011 0.01 0.007
Si 5.545 13.513 26.264 0 -0.001 0.001
Si 8.228 10.827 26.6 -0.004 0.012 -0.002
Si 10.776 2.726 26.214 0.013 -0.004 0.018
Si 13.505 0.012 26.532 0.007 -0.012 -0.007
Si 10.973 8.09 26.474 -0.006 0.018 0.007
Si 13.45 5.337 26.338 0.01 -0.003 0.006
Si 10.863 13.633 26.541 -0.004 -0.001 -0.013
Si 13.65 10.83 26.401 -0.003 -0.002 0.011
Si 1.338 4.098 27.758 -0.015 -0.002 0.014
Si 4.006 1.308 27.792 0.013 -0.018 0.019
Si 1.371 9.53 27.679 -0.01 -0.015 0.019
Si 4 6.78 27.75 0.007 -0.001 0.012
Si 1.37 14.917 27.738 0.001 0.004 0.007
Si 4.095 12.22 27.63 0.015 0.016 0.027
Si 6.744 4.082 27.851 -0.012 -0.009 0.005
Si 9.489 1.347 27.663 -0.015 -0.016 0.028
Si 6.754 9.496 27.82 -0.014 -0.011 0.018
Si 9.491 6.752 27.752 -0.002 -0.02 0.004
Si 6.813 14.913 27.704 -0.016 0.009 0.035
Si 9.536 12.258 27.89 0.012 -0.007 0.017
Si 12.123 4.015 27.716 -0.005 0.012 0.027
Si 14.937 1.39 27.772 -0.005 -0.013 0.022
Si 12.314 9.476 27.808 -0.011 0.001 0.018
Si 14.87 6.763 27.687 0.003 -0.002 0.022
Si 12.215 14.978 27.891 -0.005 -0.002 0.022
Si 15.021 12.229 27.716 0.001 -0.01 0.022
Si -0.01 -0.009 29.081 0.046 -0.021 0.211
Si 2.678 2.712 29.126 -0.004 0.005 0.214
Si -0.05 5.455 29.078 0.002 0.003 0.184
Si 2.692 8.177 29.097 -0.015 0.024 0.2
Si 0.036 10.869 29.092 -0.03 0.016 0.212
Si 2.771 13.58 29.063 -0.018 0.013 0.205
Si 5.444 -0.043 29.092 -0.009 0.031 0.188
Si 8.152 2.684 29.11 -0.01 0.024 0.21
Si 5.384 5.465 29.16 -0.002 -0.016 0.203
Si 8.129 8.113 29.124 0.01 0.003 0.227
Si 5.426 10.919 29.1 -0.016 0.025 0.222
Si 8.157 13.641 29.161 0.001 -0.006 0.221
Si 10.837 0.055 29.146 0.022 -0.02 0.205
Si 13.546 2.725 29.101 0.005 -0.004 0.221
Si 10.84 5.4 29.132 -0.006 0.016 0.208
Si 13.631 8.113 29.16 -0.001 0.013 0.219
Si 10.932 10.862 29.148 0.008 -0.018 0.197
Si 13.659 13.598 29.116 0.036 -0.01 0.219
Si 1.334 1.353 30.476 -0.053 -0.02 0.277
Si 4.045 4.06 30.496 0.034 0.069 0.286
Si 1.336 6.804 30.45 -0.172 0.115 0.191
Si 4.096 9.532 30.443 -0.176 0.036 0.283
Si 1.398 12.247 30.439 0.056 -0.088 0.204
Si 4.096 14.941 30.468 0.055 0.004 0.176
Si 6.805 1.335 30.477 -0.076 -0.119 0.105
Si 9.497 4.043 30.514 -0.009 0.033 0.125
Si 6.776 6.795 30.518 -0.044 0.006 0.36
Si 9.503 9.509 30.45 0.174 -0.033 0.331
Si 6.784 12.28 30.476 -0.05 -0.007 0.363
Si 9.501 15.015 30.51 -0.038 0.067 0.362
Si 12.225 1.386 30.51 -0.054 0.016 0.257
Si 14.933 4.072 30.435 -0.047 0.226 0.274
Si 12.235 6.764 30.484 -0.042 0.007 0.271
Si 15.017 9.497 30.478 0.036 -0.02 0.195
Si 12.295 12.252 30.474 0.054 -0.217 0.415
Si 14.982 14.997 30.482 0.043 -0.179 0.255
Si -0.026 2.732 6.912 0.136 0.018 -0.173
Si 2.727 -0.009 6.905 -0.008 0.029 -0.204
Si 0.036 8.145 6.95 0.074 -0.106 -0.294
Si 2.689 5.44 6.936 0.138 -0.052 -0.102
Si 0.046 13.639 6.891 -0.145 0.015 -0.296
Si 2.785 10.918 6.89 0.072 -0.044 -0.403
Si 5.436 2.708 6.931 -0.066 0.042 -0.164
Si 8.17 0.032 6.987 0.084 -0.025 -0.215
Si 5.445 8.196 6.945 0.013 -0.121 -0.201
Si 8.131 5.419 6.961 0.036 0.116 -0.212
Si 5.481 13.645 6.96 0.085 -0.016 -0.239
Si 8.161 10.912 6.898 -0.017 0.112 -0.262
Si 10.883 2.722 7.001 0.041 -0.079 -0.13
Si 13.619 0.043 6.951 -0.038 0.085 -0.101
Si 10.865 8.16 6.892 0.004 0.114 -0.433
Si 13.609 5.394 6.924 0.153 -0.091 -0.337
Si 10.922 13.648 6.9 -0.095 0.001 -0.272
Si 13.659 10.9 6.904 -0.145 0.104 -0.412
Si 1.319 4.079 8.31 0.025 -0.036 -0.2
Si 4.094 1.326 8.286 -0.003 0.011 -0.212
Si 1.456 9.545 8.221 -0.005 -0.012 -0.222
Si 4.088 6.797 8.281 0.038 -0.035 -0.197
Si 1.381 14.984 8.295 -0.011 0.026 -0.226
Si 4.134 12.276 8.291 0.01 -0.003 -0.216
Si 6.763 4.072 8.336 -0.007 0 -0.212
Si 9.546 1.352 8.384 0.005 -0.011 -0.183
Si 6.813 9.579 8.293 0.006 -0.018 -0.229
Si 9.528 6.806 8.273 -0.025 -0.022 -0.216
Si 6.814 15.028 8.349 -0.003 -0.018 -0.183
Si 9.542 12.29 8.233 -0.021 0.021 -0.209
Si 12.272 4.071 8.347 -0.008 -0.009 -0.191
Si 14.999 1.4 8.332 -0.005 -0.035 -0.196
Si 12.234 9.561 8.202 -0.014 0.003 -0.23
Si 15.006 6.715 8.262 0.03 -0.026 -0.2
Si 12.247 15.02 8.295 -0.021 0.034 -0.233
Si 15.011 12.299 8.247 -0.031 0.043 -0.212
Si 0.014 -0.004 9.681 0.004 0.012 -0.024
Si 2.701 2.672 9.6 0.001 0.017 -0.015
Si -0.001 5.411 9.768 0.002 0.008 -0.03
Si 2.764 8.182 9.625 0.008 -0.002 -0.011
Si 0.137 10.965 9.507 0.001 0.004 -0.021
Si 2.826 13.686 9.636 -0.013 -0.014 -0.02
Si 5.438 0.032 9.746 0.009 0.007 -0.027
Si 8.12 2.698 9.689 0.01 0 -0.026
Si 5.417 5.464 9.71 -0.015 0.012 -0.012
Si 8.207 8.221 9.612 0.018 0.014 -0.012
Si 5.474 10.938 9.689 0.001 -0.002 -0.023
Si 8.252 13.686 9.629 0.01 -0.01 -0.012
Si 10.948 0.01 9.776 -0.003 -0.002 -0.023
Si 13.672 2.757 9.744 0.012 0.017 -0.023
Si 10.884 5.455 9.648 0.01 0.01 -0.015
Si 13.595 8.13 9.437 0.002 0.015 -0.01
Si 10.905 10.949 9.595 0.003 0.005 -0.018
Si 13.624 13.668 9.613 0.005 -0.011 -0.021
Si 1.432 1.303 11.04 0.002 0.004 0.002
Si 3.972 4.048 10.983 0.015 -0.017 0.005
Si 1.374 6.896 11.017 -0.004 0.004 -0.004
Si 4.119 9.507 11.02 -0.008 0.005 -0.005
Si 1.507 12.302 10.932 -0.004 0.007 -0.001
Si 4.118 14.999 11.151 -0.002 0.005 -0.01
Si 6.772 1.399 11.143 -0.008 0.005 -0.005
Si 9.517 4.047 10.976 -0.011 0.008 0.002
Si 6.875 6.881 10.985 0.003 -0.011 -0.006
Si 9.573 9.603 10.979 -0.002 0 -0.007
Si 6.88 12.374 10.964 0.008 0.001 -0.002
Si 9.566 14.97 11.137 -0.005 0.002 -0.005
Si 12.419 1.337 11.127 -0.009 0.004 -0.007
Si 14.969 4.076 11.242 0.002 -0.003 -0.009
Si 12.269 6.889 10.912 0.003 -0.006 0.005
Si 15.058 9.492 10.593 -0.008 0.005 0.025
Si 12.243 12.341 10.957 0.005 -0.01 -0.003
Si 14.947 14.989 11.047 0.002 -0.008 -0.009
Si -0.033 2.444 12.454 0.008 -0.001 -0.006
Si 2.739 -0.012 12.566 -0.012 0.006 0.004
Si -0.067 8.321 12.203 -0.005 0.009 -0.005
Si 2.649 5.462 12.349 0.005 -0.003 -0.007
Si 0.112 13.659 12.25 -0.004 -0.007 -0.003
Si 2.753 10.875 12.349 0.003 0.003 -0.001
Si 5.295 2.742 12.439 -0.013 0.006 -0.002
Si 8.115 -0.002 12.499 0.01 -0.002 0.002
Si 5.673 8.348 12.374 -0.001 0 -0.004
Si 8.332 5.586 12.29 0.008 0 0.002
Si 5.561 13.657 12.446 -0.004 -0.016 -0.005
Si 8.298 11.073 12.28 -0.005 -0.001 0.002
Si 10.868 2.634 12.29 0.002 -0.003 0.008
Si 15.623 0.683 13.916 0.005 0.001 0.01
Si 11.013 8.333 12.323 0.005 -0.007 -0.008
Si 13.614 5.704 12.434 -0.001 0.004 -0.014
Si 11.01 13.63 12.54 -0.005 -0.001 -0.004
Si 13.78 10.881 11.867 0.015 -0.005 0.005
Si 1.26 3.469 14.054 0.001 -0.001 0.028
Si 3.844 1.642 13.912 0.014 0.003 0.001
Si 0.776 10.106 13.411 -0.009 0.006 0.018
Si 4.831 7 14.026 -0.005 0 0.022
Si 1.035 15.211 13.761 0.003 -0.004 0.012
Si 4.443 11.97 13.573 -0.009 0.006 0.013
Si 6.999 4.896 14.066 0 -0.011 0.024
Si 9.789 1.115 13.656 -0.01 0.006 0.005
Si 6.835 9.95 13.623 0.009 0.003 0.004
Si 9.987 6.64 13.552 0.001 -0.003 0.002
Si 7.092 14.769 13.938 0.008 0.003 0.015
Si 9.374 12.508 13.782 0.002 0 0.015
Si 11.826 5.108 13.837 -0.006 -0.001 0.027
Si 13.724 -0.05 12.661 0.003 0 -0.006
Si 12.835 9.392 13.341 0.008 0 0.006
Si 14.468 7.611 13.514 -0.003 0.006 0.02
Si 12.045 15.238 13.957 -0.006 -0.003 0.022
Si 15.407 11.847 13.202 -0.002 -0.011 0.015
Si -9.233 -1.657 17.039 0.001 0.002 0.05
Si 42.635 -24.493 19.802 0.001 -0.003 0.041
Si -3.389 10.666 19.012 -0.005 0.001 0.049
Si 13.309 18.133 20.73 0.003 -0.003 0.043
Si 21.099 23.506 18.789 -0.005 -0.01 0.043
Si -3.427 13.509 19.557 0.006 0.001 0.047
Si 8.625 0.125 19.248 0.006 -0.001 0.039
Si -33.775 -3.542 21.583 0.002 0 0.04
Si 2.453 -3.136 15.708 0.006 -0.007 0.043
Si 0.795 -1.107 21.764 -0.011 0.006 0.03
Si -5.051 15.795 20.666 0 0.005 0.038
Si 12.724 20.54 19.302 -0.002 -0.005 0.046
Si 7.241 -3.826 21.315 0 0 0.043
Si 10.273 5.368 20.418 0.004 0.001 0.062
Si 11.942 -6.89 21.686 0.003 0.002 0.049
Si 20.452 -2.221 18.193 -0.002 0.006 0.05
Si 21.955 -12.06 18.186 -0.002 0.001 0.036
Si -4.911 25.069 17.158 0 0.001 0.04
Si 37.493 -14.388 19.451 -0.002 -0.006 0.04
Si -7.874 27.188 18.956 -0.004 0.005 0.043
Si -14.859 10.389 16.247 0 0.001 0.028
Si 5.537 2.022 16.514 0.001 0.004 0.039
Si 3.391 6.225 21.431 -0.006 -0.004 0.052
Si 15.451 3.128 19.319 0.004 -0.002 0.052
Si -6.857 12.638 16.787 -0.002 -0.004 0.041
Si 8.616 -13.05 18.715 0.003 -0.002 0.038
Si -9.664 8.984 17.665 0 0.004 0.037
Si 15.593 2.78 16.158 -0.008 0.01 0.053
Si -2.257 23.688 16.543 -0.006 0.001 0.034
Si -2.727 -21.309 15.448 0.003 -0.001 0.031
Si -17.387 9.838 17.544 -0.007 0.004 0.035
Si -19.453 4.581 16.492 0 -0.007 0.042
Si 20.331 25.011 16.464 0.003 -0.001 0.043
Si -7.548 8.435 15.72 0.007 0.001 0.047
Si 6.966 -15.525 21.505 0 -0.003 0.049
Si 8.391 35.532 15.883 0.001 -0.002 0.037
Si 3.064 16.103 20.01 -0.012 -0.001 0.033
Si 4.487 -2.577 21.016 0 -0.002 0.036
Si -4.073 13.818 16.748 0.002 -0.005 0.053
Si 17.537 4.136 21.438 0.002 0.002 0.051
O -8.945 9.198 23.165 -0.012 0.009 -0.017
O 12.527 -8.487 16.385 0.006 -0.004 -0.013
O -4.447 14.293 20.531 0.004 -0.005 -0.025
O 4.069 15.329 21.03 -0.003 0.003 -0.01
O 7.81 16.099 20.604 0.009 -0.001 -0.03
O 8.027 13.351 16.939 0.001 0 -0.016
O -5.673 -2.607 17.017 0 -0.001 -0.017
O 6.025 8.188 18.915 0.003 0.004 -0.011
O -8.4 15.738 17.962 -0.01 -0.012 -0.027
O 5.654 14.328 17.706 0.011 0.001 -0.02
O 3.948 17.694 23.223 0.003 -0.003 -0.009
O -19.871 12.332 16.413 0.003 -0.004 -0.017
O 6.076 6.125 14.65 0 0.005 -0.012
O 10.604 -0.199 22.113 0 0.001 -0.027
O 9.19 7.082 14.938 0.004 -0.006 -0.019
O -10.372 1.627 20.544 -0.009 0.004 -0.021
O 4.863 10.009 23.66 0.001 0.003 -0.003
O 7.116 18.231 16.175 0.004 0 -0.019
O 4.066 13.194 19.546 -0.001 0.002 -0.03
O 5.521 9.204 16.552 -0.006 0 -0.021
O 1.645 14.482 15.129 -0.008 0.012 -0.023
O 16.462 -18.859 21.411 -0.003 -0.005 -0.014
O 12.538 -1.563 15.459 0 0.013 -0.042
O 9.512 -12.242 19.782 -0.008 -0.009 -0.024
O 9.215 7.087 23.308 0.011 -0.016 -0.015
O 6.118 16.267 22.572 0.011 0.001 -0.03
O 15.523 1.296 15.469 -0.002 -0.013 -0.034
O 2.849 7.409 22.384 0.01 -0.009 -0.022
O 15.814 19.143 17.765 0.002 -0.003 -0.041
O 20.021 13.073 22.268 0.008 0 -0.024
O -0.465 27.656 21.997 -0.003 0.006 -0.014
O -6.979 2.023 14.927 0.009 -0.009 -0.018
O -12.224 -9.378 20.209 0.009 0.009 -0.036
O -1.98 4.344 19.479 -0.003 0.002 -0.019
O 22.422 -2.721 21.082 -0.004 0.002 -0.016
O -23.444 3.273 17.213 -0.002 -0.003 -0.031
O 5.973 22.671 23.952 -0.009 -0.008 -0.016
O 9.374 6.682 20.057 -0.002 0.001 -0.018
O 3.865 5.962 13.285 -0.004 -0.004 -0.008
O -1.838 12.318 14.499 0.008 0.007 -0.018
O -7.794 18.063 19.135 -0.001 0.007 -0.018
O -5.093 10.681 22.463 0.009 -0.016 -0.024
O 1.409 11.972 15.899 0 0.003 -0.017
O 0.452 3.451 20.177 -0.013 -0.005 -0.022
O -8.396 18.191 22.31 0.001 -0.008 -0.017
O -2.01 -3.24 20.257 -0.014 0.002 -0.022
O 19.338 -6.388 16.458 -0.003 0.001 -0.012
O -3.898 3.923 17.736 0.003 0.003 -0.03
O 7.829 9.38 14.808 -0.009 0.003 -0.025
O 5.249 17.676 17.975 0.005 0 -0.031
O 12.608 16.709 20.543 -0.002 -0.001 -0.017
O 5.332 5.827 18.126 0.002 -0.001 -0.011
O 5.263 19.95 16.733 0 -0.006 -0.025
O 3.669 -8.536 17.776 -0.003 0.009 -0.025
O 16.043 -0.051 22.33 0.013 -0.013 -0.028
O 12.771 -6.424 20.403 0.007 0.005 -0.034
O 17.893 4.945 13.46 0 0.003 -0.023
O 10.863 0.011 14.227 0.005 -0.005 -0.001
O 26.022 11.977 15.307 0 -0.001 -0.034
O 12.582 -5.987 14.686 -0.008 -0.008 -0.022
O 14.888 8.264 17.61 -0.002 -0.005 -0.013
O 16.428 21.189 22.368 0.008 -0.007 -0.025
O 12.145 21.46 15.428 -0.005 0.003 -0.031
O 9.537 -21.185 17.923 0.004 0.008 -0.024
O 3.159 -19.226 17.118 -0.013 -0.007 -0.032
O 17.254 -6.755 14.966 0 -0.003 -0.03
O 5.602 10.933 14.163 -0.002 0.002 -0.015
O 10.194 9.113 16.168 -0.01 -0.002 -0.024
O 3.921 7.764 15.136 0.006 -0.005 -0.026
O 7.916 4.278 15.246 -0.004 0.011 -0.02
O 19.713 -0.819 18.541 0.004 -0.009 -0.024
O -4.096 12.093 19.196 -0.002 -0.003 -0.021
O 18.524 5.289 20.892 0.002 0.003 -0.005
O 31.029 -5.917 16.159 -0.006 0.004 -0.022
O 23.118 -1.135 15.508 -0.002 -0.001 -0.047
O 7.149 3.962 18.624 -0.002 0.001 -0.013
O 8.031 -20.661 20.004 0.009 -0.012 -0.028
O 6.464 11.242 21.959 0.003 0.008 -0.022
O -9.194 10.447 18.126 -0.005 -0.007 -0.016
O -4.052 19.23 20.134 -0.001 0.011 -0.022
O 1.864 14.931 22.944 -0.002 0 -0.018
O -5.511 8.422 21.154 -0.009 -0.005 -0.03
O 14.795 6.749 23.22 0.001 -0.005 -0.008
O -3.338 8.65 22.592 -0.013 0.007 -0.022
O 2.049 3.065 22.336 -0.009 0.012 -0.026
O 0.549 10.054 17.537 0.006 0.001 -0.018
O 1.229 25.776 23.02 0.002 0.001 -0.004
O 1.538 -0.473 20.476 0.012 0.003 -0.029
O -2.087 -3.243 22.818 0.01 -0.008 -0.03
O 10.844 -8.355 18.457 0.008 0.003 -0.03
O -12.916 1.34 19.953 0.006 0.003 -0.022
O 6.537 20.243 23.083 0.006 -0.003 -0.013
O 3.678 12.776 14.756 0.009 -0.005 -0.012
O -5.85 5.227 22.024 -0.001 -0.004 -0.025
O 12.38 -17.807 23.379 -0.011 0.008 -0.019
O 2.651 19.01 14.342 -0.006 -0.002 -0.007
O 10.175 16.021 19.496 -0.01 0.001 -0.017
O 12.208 10.01 17.74 -0.004 -0.006 -0.021
O 11.547 3.548 13.479 0 0 -0.01
O -1.627 -14.525 19.904 0.005 0.006 -0.014
O -19.054 2.247 22.247 -0.012 0.004 -0.035
O -2.142 -12.825 15.795 0.003 -0.003 -0.02
O 0.479 19.935 15.473 0.009 -0.002 -0.025
O -1.521 7.39 15.107 0.007 -0.001 -0.033
O 25.35 9.48 19.634 -0.004 0.004 -0.014
O -2.257 -10.5 17.061 0.001 0.002 -0.015
O 4.646 1.352 15.332 -0.013 -0.007 -0.03
O 11.794 5.436 19.804 0.005 -0.002 -0.009
O 4.461 5.261 22.154 -0.007 0.007 -0.027
O 21.003 3.547 19.289 0.005 0.005 -0.017
O 8.36 -3.166 22.275 -0.015 0.002 -0.028
O 6.058 -12.643 13.541 0.002 0.002 -0.003
O 8.279 13.675 14.074 -0.005 0.002 -0.013
O -1.785 10.656 18.731 0.008 -0.006 -0.019
O 7.909 8.131 17.054 0.007 -0.002 -0.022
O 13.019 14.3 18.118 -0.005 0.002 -0.035
H 0.518 2.18 31.408 0.215 -0.36 -0.229
H 2.165 0.541 31.408 -0.242 0.228 -0.27
H 4.878 3.25 31.429 -0.261 0.243 -0.263
H 3.23 4.889 31.429 0.233 -0.341 -0.219
H 2.155 5.979 31.382 -0.252 0.239 -0.329
H 0.527 7.639 31.382 0.348 -0.419 -0.218
H 4.922 8.714 31.376 -0.283 0.297 -0.311
H 3.298 10.376 31.376 0.24 -0.378 -0.216
H 2.237 11.443 31.372 -0.347 0.284 -0.219
H 0.588 13.08 31.372 0.24 -0.206 -0.299
H 3.279 15.766 31.4 0.183 -0.247 -0.307
H 4.945 14.147 31.4 -0.419 0.319 -0.235
H 7.646 0.532 31.41 -0.422 0.303 -0.25
H 5.985 2.158 31.41 0.217 -0.245 -0.3
H 8.678 4.868 31.447 0.194 -0.31 -0.281
H 10.338 3.241 31.447 -0.355 0.298 -0.258
H 5.976 7.638 31.451 0.341 -0.288 -0.216
H 7.591 5.967 31.451 -0.305 0.206 -0.276
H 8.7 10.349 31.383 0.214 -0.278 -0.278
H 10.328 8.691 31.383 -0.319 0.221 -0.224
H 5.982 13.12 31.409 0.32 -0.422 -0.217
H 7.609 11.461 31.409 -0.273 0.196 -0.265
H 8.685 15.842 31.442 0.36 -0.406 -0.19
H 10.339 14.209 31.442 -0.178 0.189 -0.289
H 11.402 2.206 31.442 0.385 -0.29 -0.239
H 13.062 0.579 31.442 -0.299 0.191 -0.283
H 15.765 3.26 31.367 -0.297 0.217 -0.305
H 14.111 4.893 31.367 0.37 -0.306 -0.221
H 13.058 5.943 31.417 -0.371 0.283 -0.221
H 11.421 7.593 31.417 0.216 -0.28 -0.253
H 15.838 8.675 31.41 -0.318 0.433 -0.214
H 14.209 10.332 31.41 0.211 -0.253 -0.284
H 13.121 11.434 31.407 -0.275 0.293 -0.196
H 11.48 13.08 31.407 0.208 -0.183 -0.291
H 14.165 15.823 31.414 0.231 -0.274 -0.299
H 15.815 14.186 31.414 -0.235 0.269 -0.225
H -0.858 3.544 5.979 0.341 -0.356 0.252
H 0.79 1.904 5.979 -0.198 0.27 0.274
H 1.896 0.804 5.973 0.301 -0.187 0.27
H 3.545 -0.834 5.973 -0.333 0.25 0.234
H -0.785 8.967 6.017 0.191 -0.305 0.281
H 0.845 7.31 6.017 -0.317 0.419 0.178
H 3.504 4.611 6.004 -0.29 0.21 0.258
H 1.871 6.265 6.004 0.348 -0.339 0.247
H -0.787 14.45 5.959 0.343 -0.153 0.218
H 0.855 12.805 5.959 -0.26 0.28 0.267
H 3.584 10.073 5.958 -0.19 0.493 0.178
H 1.946 11.722 5.958 0.285 -0.229 0.274
H 6.257 1.885 5.999 -0.264 0.351 0.239
H 4.603 3.518 5.999 0.25 -0.256 0.265
H 7.329 0.834 6.055 0.432 -0.18 0.259
H 8.986 -0.795 6.055 -0.297 0.214 0.275
H 4.619 9.014 6.013 0.317 -0.337 0.264
H 6.246 7.353 6.013 -0.196 0.332 0.233
H 7.316 6.247 6.029 0.234 -0.308 0.25
H 8.95 4.594 6.029 -0.305 0.255 0.237
H 4.632 14.439 6.027 0.324 -0.232 0.272
H 6.283 12.804 6.027 -0.197 0.413 0.252
H 8.964 10.072 5.966 -0.243 0.273 0.275
H 7.337 11.731 5.966 0.309 -0.315 0.205
H 11.706 1.902 6.068 -0.338 0.267 0.252
H 10.041 3.524 6.068 0.304 -0.228 0.289
H 14.436 -0.783 6.019 -0.211 0.242 0.298
H 12.782 0.849 6.019 0.385 -0.238 0.201
H 11.679 7.33 5.96 -0.195 0.276 0.242
H 10.039 8.977 5.96 0.219 -0.357 0.213
H 12.786 6.214 5.992 0.224 -0.197 0.31
H 14.432 4.573 5.992 -0.478 0.272 0.187
H 10.085 14.454 5.968 0.313 -0.227 0.202
H 11.737 12.82 5.968 -0.183 0.301 0.266
H 14.467 10.065 5.972 -0.227 0.304 0.245
H 12.833 11.718 5.972 0.314 -0.209 0.2

Results
free energy: -231033.816 eV
free energy less fixed offsets of H -15.71, O -570.45, Si -639.56 eV per atom: -3.136 eV

The program warned: the cutoff lies below the one the program advises for these potential files; the forces do not sum to zero within the program's tolerance; empty levels may hold ghost states of the PAW files; the exchange-correlation potential is rough where the density is thin.
